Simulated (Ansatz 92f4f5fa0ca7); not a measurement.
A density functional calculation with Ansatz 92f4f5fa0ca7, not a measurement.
Periodic cell of 273 atoms, Si165O106P2, from a study of silicon, its oxide and their interface. The atomic structure is a simulated model.
Doubt: the cutoff is far below the 930 eV that the study's wrapper takes by default for these files, so forces and energies are approximate.
This geometry differs little from another in the collection (a relaxation step or a small displacement).

Settings
functional: PBE
potential files: Ansatz PAW
basis: plane waves
wave-function cutoff: 580 eV
density cutoff ratio: 5
exchange-correlation grid ratio: 1
k mesh: 1 x 1 x 1, Gamma-centred
self-consistency stop: 5e-08 eV per atom in the density residual
occupations: fixed
spin: none
net charge: 0

Cell vectors (angstrom)
a	11.6015	0	0
b	0	13.3963	0
c	0	0	29.8085

Atoms and the computed forces on them: element, x, y, z (angstrom), force x, y, z (eV/angstrom)
Si	11.5562	0.1702	22.9211	0.056	-0.0101	-0.0308
Si	3.9506	0.1421	23.054	0.048	-0.0311	-0.018
Si	7.6914	0.0486	23.1667	-0.0653	-0.017	0.0521
Si	2.0707	3.4341	22.8912	-0.0068	-0.038	-0.0037
Si	5.921	3.6805	23.0185	0.0121	-0.0453	-0.0264
Si	9.7446	3.5644	23.0392	-0.0189	-0.0045	0.0169
Si	11.6871	6.8875	23.076	-0.03	-0.0112	0.0064
Si	3.9395	7.0046	23.1688	0.0347	0.0327	0.0288
Si	7.7608	6.9236	23.3054	-0.0192	-0.1062	0.1197
Si	2.0725	10.2909	23.2436	0.0285	-0.0029	0.019
Si	5.7651	10.0041	23.3894	-0.0691	-0.0323	0.1573
P	9.935	10.0134	23.5081	0.2417	0.1469	0.0904
Si	11.678	2.3915	23.758	-0.0069	-0.0232	0.0152
Si	4.0123	2.3974	23.7604	0.0215	0.0496	0.0109
Si	7.8026	2.3783	23.7888	-0.0003	0.0367	-0.0028
Si	2.0242	5.6899	23.701	-0.0213	-0.0155	0.0175
Si	5.8283	5.8128	24.0085	0.0006	0.0054	0.0351
Si	9.7394	5.7833	23.9201	0.0243	0.0082	0.0114
Si	11.9039	9.0504	24.0331	0.0035	0.0625	-0.0629
Si	3.8195	9.0845	24.1782	-0.0182	0.0173	0.0575
P	7.7288	9.1004	24.0112	-0.124	0.0779	0.0588
Si	1.9394	12.5383	23.829	-0.0177	-0.0199	0.0158
Si	5.785	12.3087	23.9498	0.0194	0.043	0.0298
Si	9.7325	12.3358	23.8125	-0.0242	-0.0084	0.002
Si	11.6503	2.2954	26.1757	-0.0135	-0.0061	0.0057
Si	3.9232	2.3092	26.1746	-0.0107	-0.0262	0.0124
Si	7.7629	2.311	26.1924	0.0224	-0.0136	0.0081
Si	1.9825	5.6245	26.1432	0.003	0.0022	0.0166
Si	5.8245	5.6583	26.3363	-0.0252	-0.0168	0.0035
Si	9.7188	5.6471	26.2785	0.0018	-0.0007	-0.0022
Si	11.6875	8.9841	26.3483	0.0305	-0.0421	0.0296
Si	3.889	9.0103	26.4634	-0.0294	-0.0228	-0.0057
Si	7.784	9.0076	26.297	-0.0554	-0.0273	-0.0569
Si	1.9366	12.3819	26.2188	-0.0013	-0.0011	0.0083
Si	5.8032	12.3298	26.2979	-0.0068	-0.0209	-0.0048
Si	9.6986	12.3307	26.2053	0.0116	-0.0196	0.0349
Si	1.9769	1.1947	27.0197	0.0102	0.0203	-0.0084
Si	5.8334	1.1819	27.0264	-0.0006	0.019	-0.0139
Si	9.7	1.1772	26.999	-0.0139	0.0142	-0.0245
Si	11.6561	4.5099	27.0157	0.0012	0.0088	-0.0029
Si	3.8834	4.5097	27.0369	-0.0009	0.0073	-0.0024
Si	7.7693	4.5195	27.0472	-0.0166	-0.0081	-0.0127
Si	1.9785	7.8152	27.079	-0.0447	0.0126	-0.0118
Si	5.8535	7.8887	27.0752	-0.0115	0.0285	-0.041
Si	9.7184	7.8805	27.0429	0.0708	-0.0096	0.0044
Si	11.6264	11.2359	27.0428	-0.0021	0.0168	-0.0047
Si	3.854	11.2658	27.0765	0.0026	-0.0025	-0.0053
Si	7.767	11.2368	27.0429	-0.0046	0.0467	-0.0081
Si	1.9336	1.1164	29.4135	0.0617	0.1969	-0.1444
Si	5.8008	1.1164	29.4135	0.0601	0.1365	-0.1223
Si	9.6679	1.1164	29.4135	0.0966	0.0819	-0.2225
Si	0	4.4654	29.4135	0.1479	0.0543	-0.1149
Si	3.8672	4.4654	29.4135	-0.0656	0.0349	-0.1185
Si	7.7343	4.4654	29.4135	0.106	0.0317	0.0142
Si	1.9336	7.8145	29.4135	0.0145	-0.1867	0.2893
Si	5.8008	7.8145	29.4135	0.1579	0.0647	0.3287
Si	9.6679	7.8145	29.4135	0.0108	0.0984	-0.0506
Si	0	11.1635	29.4135	0.0221	0.1492	-0.0377
Si	3.8672	11.1635	29.4135	-0.096	0.2556	0.2538
Si	7.7343	11.1635	29.4135	0.0746	0.0664	-0.0699
Si	0	0	0.3944	-0.081	-0.1258	-0.1536
Si	3.8672	0	0.3944	0.0341	-0.1728	0.3091
Si	7.7343	0	0.3944	-0.2168	-0.1981	0.0225
Si	1.9336	3.3491	0.3944	0.1091	-0.1631	-0.075
Si	5.8008	3.3491	0.3944	-0.1312	-0.1261	0.2146
Si	9.6679	3.3491	0.3944	-0.2013	0.0038	-0.0347
Si	0	6.6981	0.3944	-0.1124	-0.0193	-0.0068
Si	3.8672	6.6981	0.3944	-0.0202	-0.1385	-0.1483
Si	7.7343	6.6981	0.3944	0.0231	-0.0423	0.0805
Si	1.9336	10.0472	0.3944	-0.0443	0.011	-0.1167
Si	5.8008	10.0472	0.3944	0.1071	0.1206	0.0394
Si	9.6679	10.0472	0.3944	0.0048	-0.1249	-0.0875
Si	11.5491	-0.0469	2.7463	0.0018	-0.0062	0.0041
Si	3.8442	-0.069	2.8063	0.0026	-0.0007	0.0004
Si	7.6655	-0.0942	2.7748	-0.0069	-0.0035	0.0009
Si	1.9314	3.2711	2.7462	-0.0007	-0.0041	-0.0008
Si	5.7518	3.276	2.8025	0.0016	0.0005	0.0044
Si	9.5999	3.3095	2.7648	-0.0015	-0.0026	0.0042
Si	11.5678	6.6381	2.7595	-0.0064	-0.0037	-0.0048
Si	3.8684	6.6223	2.7422	0.0063	-0.0035	0.0094
Si	7.7339	6.6468	2.7721	0.0036	-0.006	-0.0017
Si	1.9248	9.9999	2.7539	-0.0002	-0.0003	0.0033
Si	5.8206	10.041	2.775	-0.0015	-0.0033	0.003
Si	9.6757	9.9775	2.7529	0.0001	-0.0022	0.0027
Si	11.5538	2.2035	3.449	0.0008	0.0041	-0.0062
Si	3.8188	2.1265	3.657	-0.0016	-0.0007	-0.0045
Si	7.6778	2.1148	3.5601	0.0034	0.002	-0.0067
Si	1.9038	5.502	3.4768	0.0084	0.0028	-0.0057
Si	5.8046	5.5256	3.5713	-0.0015	0.0009	0.0012
Si	9.6481	5.5232	3.62	0.0015	0.0073	-0.0028
Si	11.6099	8.8676	3.5622	0.0023	0.0019	-0.0044
Si	3.8934	8.8696	3.4363	0.0015	0.0027	-0.0055
Si	7.7393	8.8787	3.5578	-0.0035	0.0018	-0.0044
Si	1.8658	12.2313	3.5532	-0.0036	0.002	-0.0054
Si	5.7526	12.2185	3.7487	0.0037	0.0036	-0.0043
Si	9.6181	12.1979	3.5177	0.0022	0.0022	-0.0045
Si	11.4784	2.1636	5.768	-0.004	-0.0021	-0.0014
Si	3.7316	2.032	6.0846	-0.0011	-0.0006	-0.0013
Si	7.6062	1.9723	5.9335	-0.0029	-0.0011	0.0017
Si	1.8778	5.4119	5.8134	0.0041	0.0004	-0.0004
Si	5.8028	5.4701	5.9482	-0.0012	-0.002	-0.001
Si	9.6227	5.4482	6.0253	-0.0014	-0.0032	-0.0002
Si	11.6378	8.7957	5.9389	0.0005	0.0014	0.0004
Si	3.915	8.7942	5.7545	-0.0006	-0.0001	-0.0001
Si	7.7722	8.8156	5.9324	-0.0007	0.0005	0.0001
Si	1.7836	12.1617	5.9267	-0.0021	0.0009	0.0006
Si	5.7184	12.1243	6.2614	-0.0006	0.0003	-0.0014
Si	9.5834	12.1137	5.8713	-0.0001	-0.0008	-0.0002
Si	1.6324	0.9775	6.7429	0.0013	0.0005	-0.0024
Si	5.6698	0.9921	7.0321	-0.0009	0.0003	-0.005
Si	9.6342	0.9408	6.6019	0.0021	0.0022	-0.0036
Si	11.5752	4.319	6.734	-0.0013	0.0033	-0.0016
Si	3.8253	4.3256	6.5734	-0.0003	-0.001	-0.0035
Si	7.6923	4.1831	6.6369	0.0029	0.0027	-0.0017
Si	2.0299	7.6326	6.5234	-0.0041	-0.002	-0.0009
Si	5.8288	7.7394	6.712	-0.0003	-0.0021	-0.0025
Si	9.716	7.7089	6.7429	0.0001	-0.0005	-0.0009
Si	11.4523	10.9943	6.7824	0	-0.0006	-0.0041
Si	3.6559	10.9414	6.664	0.0018	-0.002	0.0018
Si	7.7559	10.9811	6.873	-0.0007	-0.0005	-0.0015
O	9.898	7.9023	8.4047	-0.0009	0.0001	0.0004
O	9.9022	0.8283	8.2516	0	-0.0001	0.0014
O	1.0338	0.9238	8.3292	-0.0011	-0.0004	0.0015
O	3.0939	10.5718	8.1836	-0.0001	0.0009	0.0026
O	5.8136	7.9047	8.3776	0.0006	0.0009	0.0017
O	5.6083	1.1887	8.7188	0.0012	-0.0005	0.0032
O	3.7671	4.3336	8.222	0.002	0.0019	0.0019
O	7.6464	3.7384	8.2627	-0.0008	0.0003	0.0018
O	0.0575	4.2764	8.4074	0.0009	-0.0006	0.0022
O	11.1536	10.9527	8.4339	0	0.0003	0.0026
O	8.117	10.7819	8.5119	-0.0006	0.0003	0.0021
O	2.3689	7.4983	8.129	-0.0006	0.0004	0.0009
O	11.452	0.1962	21.2425	-0.008	-0.0185	0.0009
O	9.7415	3.6597	21.374	0.0059	-0.001	-0.0209
O	4.1604	7.5014	21.5824	-0.0036	0.008	-0.0236
O	6.0224	4.1725	21.4033	0.0044	0.0277	-0.007
O	5.7943	9.681	21.7529	0.096	0.0331	-0.0789
O	2.16	3.3615	21.2094	-0.003	0.007	0.002
O	7.3436	13.4186	21.5345	0.005	0.0058	-0.0628
O	4.0183	0.1366	21.3911	-0.0071	0.0096	-0.0114
O	7.7206	6.9875	21.6684	-0.0172	-0.0021	-0.0328
O	2.1391	10.2365	21.595	-0.0206	-0.0128	-0.0085
O	11.5585	7.0023	21.414	0.0058	0.0089	0.0005
O	10.0377	9.6031	21.9133	0.0172	-0.181	0.1904
Si	11.5737	6.4538	11.3031	-0.0008	-0.0014	-0.0003
Si	1.5338	10.3834	16.2913	0.0061	-0.0012	0.0039
Si	0.2254	3.6924	9.9243	0.0006	0	-0.0023
Si	8.1071	12.8257	20.2313	-0.0102	0.017	0.0113
Si	2.8437	10.466	9.7772	0.0007	0.0017	-0.0031
Si	2.635	10.4073	20.0653	-0.0029	0.0249	-0.0182
Si	10.3614	3.7061	19.8645	-0.0075	0.0007	0.0001
Si	0.2421	12.8232	17.1082	0.0005	0.0097	-0.0038
Si	10.8215	0.6945	19.8081	-0.0054	0.0039	-0.0131
Si	3.1474	7.7548	16.2434	-0.0018	0.0006	-0.0068
Si	0.3575	6.4824	19.9246	-0.0045	-0.0172	-0.0029
Si	9.3806	2.5434	14.3155	-0.0014	0.0019	-0.0002
Si	2.9071	2.545	11.0572	-0.0013	0.001	-0.002
Si	5.1209	12.0068	15.3956	-0.0014	0.0021	-0.0045
Si	4.9799	8.6609	20.7582	-0.0139	-0.0379	-0.0136
Si	3.6019	-0.3873	11.3161	0.001	0.0015	-0.0016
Si	5.5756	8.9121	14.8136	0.0002	0.0034	-0.0063
Si	-0.1657	11.3176	10.0078	0.0001	0.002	-0.0012
Si	9.4823	9.9999	20.4276	-0.0334	0.1643	-0.0453
Si	3.5012	0.0506	19.8477	0.0031	0.0145	-0.0138
Si	7.4633	4.7095	9.5508	-0.0004	-0.0007	-0.0027
Si	2.3546	12.3654	14.197	0.003	0.0041	-0.0013
Si	6.1796	0.6004	10.1603	-0.0001	0.0005	-0.0027
Si	2.8209	2.8976	19.771	0.0058	-0.0058	-0.0013
Si	5.7143	4.4653	13.6869	-0.0004	-0.002	0.0013
Si	7.4811	0.2237	15.6234	-0.0077	0.0048	0.0052
Si	9.6156	11.3524	15.203	0.0025	0.0014	-0.0052
Si	1.982	6.5661	13.5547	-0.0019	-0.0005	0.0015
Si	2.8414	3.5341	14.0284	-0.0001	0.0001	-0.0027
Si	11.7418	9.1774	18.5127	-0.0083	0.0116	-0.0186
Si	11.2309	0.8774	9.2092	0.0004	0.0007	-0.0016
Si	9.1224	7.3302	9.7202	0.0002	-0.001	-0.0014
Si	8.6703	8.5708	14.5839	-0.0026	-0.001	-0.009
Si	4.7705	7.182	12.3683	0.0011	0.0009	-0.0013
Si	2.9938	5.6273	18.7649	-0.0008	-0.0108	-0.0086
Si	2.5349	7.4069	9.7259	-0.0002	-0.0007	-0.0029
Si	6.2621	8.4338	9.8545	0.0008	0.0012	-0.0014
Si	4.326	4.7629	9.6682	-0.0004	0.0005	-0.0014
Si	9.3588	10.501	12.2816	-0.0007	0.0015	-0.0056
Si	6.0034	13.0082	18.0124	-0.0072	0.0083	-0.0129
Si	8.0089	4.951	18.3959	-0.0044	-0.0043	-0.0089
Si	8.3031	5.4306	15.2357	-0.0023	-0.0061	0.0002
Si	7.3223	11.0834	9.9268	-0.0005	0	-0.0032
Si	5.4122	4.2064	19.8836	0.0118	-0.0042	0.0099
Si	0.7768	1.5109	15.062	0.0001	0.0026	-0.0037
Si	7.5868	7.5284	20.1493	0.0845	0.083	-0.0261
Si	7.638	2.8067	11.8818	0.0003	0.0001	-0.0014
O	3.4521	6.0856	10.1081	-0.0012	0.001	0.0004
O	1.9425	2.6731	15.0976	-0.0011	-0.0013	0.0002
O	-0.3604	12.9473	10.1796	-0.0001	-0.0015	-0.0001
O	8.444	8.8829	19.9498	-0.2611	-0.2147	-0.2081
O	2.4625	1.3066	19.5117	-0.001	-0.0061	0.003
O	8.1609	5.3683	16.8442	-0.0007	-0.0016	0.0053
O	2.7917	11.9858	19.6692	0.0043	-0.0051	0.0133
O	7.1514	8.778	15.1372	-0.0009	-0.001	-0.0006
O	1.2738	0.1992	14.2072	-0.0008	0.0001	-0.0011
O	4.4048	3.8321	14.4728	-0.0026	-0.0004	-0.0025
O	4.2415	3.4181	10.6285	-0.0011	-0.0017	0.0003
O	10.949	2.103	14.5053	0.0012	-0.0018	-0.0004
O	11.3744	4.8458	10.9977	0.001	0.0014	-0.0004
O	10.8362	12.0396	16.0564	-0.0005	-0.0016	-0.0004
O	8.9308	6.9228	14.7805	0.001	0.0055	-0.0019
O	1.7789	3.3635	10.2401	-0.003	-0.0006	0.0017
O	8.4586	5.9392	9.2235	-0.0005	0.0004	0.0006
O	11.1479	2.2914	19.5676	0.0002	-0.0033	-0.0026
O	5.413	7.6142	10.9484	-0.0027	-0.0013	0.0049
O	11.4548	7.584	18.8068	-0.0052	0.0369	-0.0171
O	7.87	8.2713	10.159	-0.0013	0.0005	-0.0004
O	10.1306	7.1608	10.9921	0.0009	-0.0001	0.0009
O	9.2119	4.1271	14.7692	0.0001	-0.0004	-0.0027
O	8.876	11.4713	20.6632	0.0306	-0.0044	-0.0082
O	10.5752	10.5163	11.1662	-0.0017	-0.0005	0.0015
O	8.3541	12.2378	15.7419	-0.0038	0.0017	-0.0032
O	4.4642	2.8833	19.8199	-0.0055	0.0006	-0.0022
O	4.7437	0.2367	18.81	-0.0004	-0.0094	0.0039
O	10.5944	10.0705	19.2539	0.1857	0.0215	-0.0867
O	6.8557	0.6745	17.0844	0.0042	-0.0095	-0.0077
O	0.5072	6.7523	12.8383	0.0018	0	0.0004
O	1.0488	7.1395	10.3082	-0.0009	-0.0002	0.001
O	3.1342	7.1887	12.5625	0.0014	-0.0006	-0.0012
O	4.0273	9.5886	19.8261	-0.0129	0.0087	-0.0117
O	6.7827	5.2052	14.6705	0.0017	0.0012	-0.0015
O	0.5595	0.9398	16.5755	-0.0002	-0.0024	0.0007
O	1.544	11.8124	17.1306	-0.0002	-0.0088	-0.0036
O	5.3618	8.3373	13.3243	0.001	-0.0022	0.002
O	2.9686	12.3858	12.6846	-0.0012	-0.0016	0.0007
O	6.4299	3.2225	12.9076	-0.0008	0.0004	-0.0011
O	2.7464	9.3154	16.5918	-0.0098	-0.0019	0.0028
O	6.0492	7.91	19.7815	-0.0136	-0.022	-0.0225
O	1.9778	6.3777	19.7953	0.0022	0.0078	0.006
O	1.5525	9.6459	19.1469	-0.0309	-0.0127	-0.0176
O	9.4839	9.7226	15.4751	0.0019	0.0012	0.0007
O	3.1014	8.8917	10.2126	0.0008	0.0008	0.0004
O	8.9781	9.0493	13.0174	-0.0014	-0.002	0.004
O	2.147	7.2964	15.0125	0.0032	0.0022	0.0025
O	9.1705	3.8771	18.7736	0.0065	0.004	0.0069
O	4.7208	7.9329	15.8188	-0.0059	-0.0022	0.0053
O	7.2367	1.6053	10.8706	0.0005	0.0016	0.0004
O	8.1662	6.3522	19.2077	-0.0001	-0.0089	0.0001
O	5.9051	5.1655	9.6362	-0.0007	-0.0003	0.0002
O	7.0502	-1.0018	19.089	-0.0031	-0.0093	-0.002
O	11.0573	2.2539	10.0985	0.0003	0.0003	-0.0012
O	8.9698	2.4167	12.7374	-0.0001	0	0.0018
O	9.7247	11.51	13.5496	-0.0011	-0.0002	0.0066
O	6.5998	4.213	18.7705	0.0042	0.007	0.0058
O	6.0386	10.0539	9.9718	-0.0008	-0.0003	0.0004
O	1.3521	10.8389	10.2911	0.0012	0.0001	-0.0012
O	5.1643	10.4947	14.7825	0.0018	-0.0029	-0.0018
O	1.6602	10.9219	14.7034	-0.0048	-0.0014	0.0029
O	11.3507	13.0831	18.6358	-0.0023	-0.0071	0.0045
O	5.4448	11.854	16.9967	0.0045	-0.0012	0.0073
O	8.0921	10.9942	11.3699	0.0014	-0.0002	0.0024
O	11.3324	5.0022	19.6704	-0.0019	0.0069	0.0035
O	8.3674	1.4951	15.1027	-0.0005	-0.0048	-0.0004
O	2.4518	4.0462	18.6178	-0.0008	0.0051	-0.0018
O	3.7497	11.6913	10.3691	-0.0029	-0.0019	-0.0006
O	9.1884	0.5573	19.7735	0.0096	0.0077	-0.0042
O	2.7903	2.6419	12.6717	-0.0013	0.0034	0.003
O	3.6285	12.6329	15.188	0.0037	-0.0027	0.0019
O	7.9898	4.0917	10.9495	0.0001	-0.0015	0.0019
O	5.1069	0.2601	11.3568	-0.0022	-0.0007	-0.0007
O	4.4561	5.4928	19.4937	-0.0009	0.0156	0.0005
O	6.1804	13.0992	14.7319	0.0077	-0.0021	0.0067
O	3.0595	6.5759	17.4058	-0.0007	0.0016	0.005
O	2.7723	0.9303	10.7402	0.0001	-0.0004	0.0011
O	0.2398	9.5189	16.8992	-0.0076	-0.0084	0.026
O	5.2335	5.6428	12.6626	-0.0005	0.0015	-0.0009
O	2.131	4.9667	13.7776	0.0016	-0.0028	0.0006
O	6.8908	12.6198	9.731	-0.0007	0.0003	0.0002

Results
free energy: -166683.975 eV
free energy less fixed offsets of O -568.88, P -755.39, Si -635.61 eV per atom: 3.735 eV

The program warned: the cutoff lies below the one the program advises for these potential files; the forces do not sum to zero within the program's tolerance; the exchange-correlation potential is rough where the density is thin.
